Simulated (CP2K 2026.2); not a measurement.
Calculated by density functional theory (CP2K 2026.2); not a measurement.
Periodic cell of 502 atoms, Si360O142, from a study of silicon, its oxide and their interface. The atomic structure is a simulated model.
Doubt: the forces sum to 2.80 eV/angstrom along one axis rather than to zero, so they err by at least 0.0056 eV/angstrom per atom on average; the grid cutoff is modest.

Settings: functional PBE; method Gaussian and plane waves; basis set DZVP-MOLOPT-SR-GTH; pseudopotentials GTH-PBE; grid cutoff 300 Ry, relative cutoff 40 Ry; k points Gamma only; occupations fixed; spin none; net charge 0.

Cell vectors (angstrom)
a	16.32	0	0
b	0	16.32	0
c	-3.8869	1.657	33.9909

Atoms and the computed forces on them: element, x, y, z (angstrom), force x, y, z (eV/angstrom)
Si	-0.647	0.02	1.118	0.416	0.154	0.513
Si	3.946	5.317	-0.793	-0.024	0.061	-0.017
Si	3.887	2.708	0.46	-0.102	-0.113	0.047
Si	2.385	7.689	-0.225	-0.031	-0.085	0.044
Si	-6.517	-7.065	-1.431	0.007	-0.302	0.612
Si	0.792	-0.562	-1.406	0.06	0.024	0.035
Si	4.739	-0.655	24.802	-0.332	-0.129	-0.434
Si	6.494	1.33	1.497	0.039	-0.203	0.678
Si	-9.689	5.825	-0.506	-0.044	0.063	0.132
Si	-3.498	5.895	-3.835	-0.014	0.067	0.027
Si	-10.776	-5.391	0.472	-0.168	-0.125	0.511
Si	-8.665	-3.042	0.629	0.28	0.325	0.67
Si	-8.704	-0.349	-0.975	-0.045	-0.022	-0.037
Si	-2.74	2.267	1.129	-0.375	0.213	0.242
Si	-6.86	4.95	-0.297	0.134	-0.301	0.41
Si	-3.83	7.559	1.328	0.436	0.26	0.328
Si	-6.586	8.049	0.544	-0.071	0.32	-0.408
Si	-2.165	-2.579	0.992	-0.373	-0.196	0.559
Si	0.481	0.526	3.061	-0.04	-0.003	-0.086
Si	2.235	2.108	2.959	-0.14	0.039	0.57
Si	-0.6	4.8	2.765	0.036	0.036	-0.025
Si	3.062	8.645	2.712	0.332	0.138	0.504
Si	-0.584	-5.963	2.701	-0.052	-0.025	-0.006
Si	3.033	-2.335	2.684	-0.1	-0.163	0.702
Si	5.289	-0.171	2.902	0.408	0.356	0.213
Si	-8.207	2.63	2.722	-0.064	-0.029	0.009
Si	6.143	6.041	2.673	0.062	0.134	0.614
Si	-8.478	7.767	2.904	-0.227	-0.205	0.553
Si	4.874	-5.992	2.654	-0.037	-0.041	-0.01
Si	-7.761	-2.179	2.706	-0.018	-0.032	-0.004
Si	-5.957	-0.373	2.826	-0.179	-0.279	0.388
Si	-2.261	3.134	3.21	0.011	0.02	0.026
Si	-5.271	5.247	2.813	-0.383	-0.233	0.399
Si	-2.323	8.581	2.82	0.052	0.022	0.03
Si	-4.937	-4.82	2.807	0.179	0.105	0.563
Si	-3.21	-3.15	2.967	-0.048	-0.07	-0.043
Si	-1.243	1.41	4.362	0.015	-0.017	0.025
Si	1.274	3.993	4.01	0.004	-0.029	-0.05
Si	-1.37	6.749	4.002	-0.063	-0.046	-0.03
Si	1.284	9.532	3.997	-0.035	0.033	-0.03
Si	-1.447	-4.206	4.106	0.051	0.016	-0.018
Si	1.448	-1.313	4.124	-0.007	-0.015	-0.017
Si	4.043	1.304	4.231	-0.039	0.017	-0.011
Si	6.862	4.163	3.994	-0.079	0.019	-0.026
Si	4.169	6.851	3.838	-0.009	-0.022	-0.043
Si	6.692	-6.827	4	0.023	0.055	-0.018
Si	4.037	-4.124	3.908	0.04	-0.014	-0.027
Si	-9.464	-1.363	4.145	0.027	-0.046	-0.034
Si	-6.919	1.297	4.175	0.017	0.013	-0.003
Si	-4.033	4.064	4.359	-0.048	0.08	0.018
Si	-6.726	6.698	4.072	0.038	0.028	-0.064
Si	-4.03	-6.669	4.061	0.005	0.016	-0.029
Si	-6.766	-3.924	4.016	-0.039	-0.004	-0.062
Si	-4.2	-1.365	4.102	0.021	0.053	-0.026
Si	-2.744	-0.029	5.43	-0.072	0	0.015
Si	0.079	2.777	5.667	0.025	0.021	-0.036
Si	-2.714	5.555	5.559	0.06	-0.034	-0.003
Si	0.049	8.063	5.382	-0.02	0.003	-0.045
Si	-2.735	-5.459	5.589	-0.011	0.02	-0.023
Si	-0.01	-2.747	5.333	0.016	-0.032	-0.001
Si	2.757	-0.06	5.624	-0.036	0.005	-0.004
Si	5.446	2.806	5.372	0.047	-0.02	0.017
Si	2.748	5.448	5.209	-0.019	0.022	0.004
Si	5.401	-8.179	5.421	0.012	-0.011	-0.007
Si	2.616	-5.362	5.358	0.009	-0.021	-0.034
Si	5.468	-2.843	5.357	-0.033	0.049	0.006
Si	-8.247	0.019	5.59	0.017	-0.029	-0.004
Si	-5.469	2.627	5.504	-0.006	-0.022	-0.003
Si	-8.089	5.383	5.475	-0.019	0.019	-0.016
Si	-5.414	8.203	5.339	0.006	-0.027	0.059
Si	-8.183	-5.401	5.264	0.005	0.002	-0.023
Si	-5.492	-2.676	5.56	0.015	-0.022	-0.036
Si	-1.368	-1.404	6.753	0.016	0	-0.005
Si	1.414	1.351	6.936	-0.004	-0.036	0.027
Si	-1.348	4.159	6.895	0.007	0.002	-0.03
Si	1.434	6.76	6.723	0.042	-0.045	0.029
Si	-1.322	9.441	6.798	-0.033	-0.013	-0.043
Si	1.322	-4.049	6.783	-0.011	0.004	0.041
Si	4.154	-1.466	6.822	0.016	0.014	-0.018
Si	6.731	1.437	6.839	-0.013	-0.005	-0.009
Si	4.059	4.132	6.711	-0.051	-0.009	0.007
Si	-9.509	6.792	6.757	-0.003	-0.022	0.033
Si	4.013	-6.775	6.714	0.011	-0.003	-0.029
Si	-9.504	12.187	6.757	0.009	0.017	0.018
Si	-6.853	-1.342	6.904	0.026	0.019	0.002
Si	-4.076	1.308	6.839	0.014	0.025	0.04
Si	-6.784	4.03	6.861	-0.009	0.026	0.01
Si	-4.103	6.901	6.837	-0.049	0.037	0.006
Si	-6.825	-6.771	6.672	0.021	-0.016	0.008
Si	-4.104	-4.061	6.873	-0.006	0.028	0.001
Si	-0.022	-0.033	8.166	-0.023	0.004	-0.019
Si	2.78	2.763	8.183	0.019	-0.007	0.006
Si	0.061	5.484	8.183	0.01	0.001	0.019
Si	2.721	-8.157	8.114	-0.012	-0.012	-0.001
Si	0.005	-5.463	8.136	0.012	0.019	0.003
Si	2.722	-2.75	8.167	0.002	-0.016	0.004
Si	5.435	-0.012	8.17	0.002	0.009	0.003
Si	-8.178	2.72	8.213	-0.002	-0.005	-0.001
Si	-10.888	5.452	8.117	-0.006	-0.013	0
Si	-8.155	8.182	8.09	-0.004	0.023	-0.001
Si	-10.903	10.851	8.102	0.024	0.015	0.001
Si	8.117	-2.756	8.181	-0.021	-0.002	0.008
Si	-5.445	-0.008	8.222	0.003	0.007	0.013
Si	-2.726	2.73	8.171	0.002	-0.014	-0.008
Si	-5.435	5.46	8.16	0.013	0.005	-0.018
Si	-2.706	8.179	8.209	-0.007	-0.018	-0.008
Si	-5.487	-5.456	8.141	-0.029	-0.02	-0.009
Si	-2.71	-2.718	8.185	0.017	0.011	0.002
Si	-1.331	1.365	14.954	0.008	-0.03	-0.011
Si	1.362	4.094	14.978	-0.008	-0.003	0.009
Si	-1.359	6.809	14.964	-0.018	0.005	-0.001
Si	1.371	-6.795	14.972	0.001	-0.016	-0.012
Si	-1.359	-4.098	14.949	0.019	-0.005	-0.006
Si	1.34	-1.36	14.955	-0.023	0.028	-0.011
Si	4.086	1.356	14.942	0.01	-0.018	-0.003
Si	-9.518	4.097	14.954	-0.017	0.007	-0.008
Si	4.078	-9.531	14.983	0.001	-0.009	-0.009
Si	-9.538	9.513	14.967	0.008	0.014	0
Si	4.063	-4.085	14.971	-0.003	0.008	-0.004
Si	6.788	-1.377	14.959	0.016	-0.009	-0.006
Si	-6.81	1.369	14.943	-0.012	0.032	-0.003
Si	-4.061	4.084	14.948	0.021	-0.02	0.003
Si	-6.786	6.803	14.954	0.01	-0.004	0.003
Si	-4.088	9.522	14.966	-0.029	0.016	-0.009
Si	-6.796	-4.102	14.964	0.015	-0.027	-0.008
Si	-4.082	-1.358	14.941	0.007	0.021	0.006
Si	-2.7	-0.005	16.28	-0.006	0.01	-0.002
Si	0.018	2.723	16.341	-0.006	-0.008	-0.004
Si	-2.709	5.44	16.328	-0.012	-0.005	0.002
Si	0.008	8.166	16.324	0.003	0.011	-0.006
Si	-2.721	-5.44	16.323	-0.003	-0.004	-0.011
Si	-0.011	-2.742	16.309	-0.009	0.001	-0.002
Si	2.702	0.017	16.293	0.009	-0.016	-0.006
Si	5.445	2.721	16.296	0.015	0.019	-0.007
Si	2.713	5.444	16.361	0.018	0.013	-0.004
Si	5.426	-8.163	16.341	-0.022	-0.031	-0.008
Si	2.71	-5.434	16.355	-0.007	0.012	-0.004
Si	5.422	-2.729	16.33	-0.006	0.008	-0.001
Si	-8.17	0.001	16.297	-0.006	0	-0.015
Si	-5.435	2.725	16.288	0.001	-0.02	-0.009
Si	-8.148	5.452	16.31	-0.017	-0.007	-0.009
Si	-5.43	8.151	16.33	0.021	0.012	0.005
Si	-8.16	-5.467	16.319	0.013	0.017	-0.001
Si	-5.429	-2.726	16.306	-0.003	-0.002	-0.015
Si	-1.381	-1.388	17.649	-0.034	-0.007	-0.004
Si	1.399	1.379	17.707	0.029	0.026	0.009
Si	-1.345	4.085	17.696	-0.003	0.003	-0.01
Si	1.344	6.82	17.719	0.003	0.001	0.001
Si	-1.359	-6.802	17.68	-0.017	0.004	-0.005
Si	1.337	-4.068	17.711	-0.028	0.007	0.009
Si	4.026	-1.352	17.652	-0.005	0.02	-0.008
Si	-9.517	1.372	17.658	-0.002	-0.009	0.008
Si	4.081	4.044	17.68	-0.009	-0.016	0.006
Si	-9.502	6.809	17.68	0.052	0.02	-0.004
Si	4.053	-6.819	17.712	0.016	0.021	-0.007
Si	-9.527	-4.11	17.665	-0.016	-0.031	-0.006
Si	-6.808	-1.368	17.639	-0.004	-0.008	-0.011
Si	-4.064	1.35	17.615	-0.008	-0.009	-0.017
Si	-6.777	4.095	17.654	0.027	-0.013	-0.009
Si	-4.067	6.795	17.697	-0.007	-0.005	0.007
Si	-6.808	9.49	17.69	-0.03	-0.015	0.014
Si	-4.045	-4.046	17.687	0.011	0.038	0.011
Si	0.011	-0.046	18.947	0.003	0.006	0.002
Si	2.752	2.733	19.137	-0.003	-0.018	-0.011
Si	0.033	5.419	19.087	-0.031	-0.002	-0.002
Si	2.65	8.209	19.11	-0.018	-0.012	0.033
Si	-0.087	-5.384	19.061	-0.006	0.029	-0.035
Si	2.707	-2.704	19.064	-0.001	0.019	0.061
Si	5.331	0.078	18.969	0.007	0.007	-0.02
Si	-8.065	2.67	18.992	-0.027	0.011	-0.003
Si	5.478	5.396	18.978	-0.036	-0.035	0.003
Si	-8.161	8.14	19.104	0.029	0	-0.018
Si	5.475	-5.503	19.042	0.022	0.002	-0.016
Si	-8.212	-2.689	18.986	0.006	0.015	0.003
Si	-5.364	-0.068	18.96	0.033	-0.022	-0.033
Si	-2.775	2.74	18.989	0.015	-0.031	0.025
Si	-5.473	5.475	19.055	0.009	0.037	-0.007
Si	-2.643	-8.219	19.046	0.029	-0.025	-0.001
Si	-5.427	-5.427	18.968	0.008	-0.004	-0.006
Si	-2.718	-2.674	19.12	-0.01	0.005	-0.025
Si	-1.39	1.305	20.205	-0.04	-0.022	0.012
Si	1.409	4.118	20.503	0.012	0.026	-0.017
Si	-1.323	6.719	20.491	-0.065	-0.005	-0.004
Si	1.214	-6.699	20.466	0.025	0.005	0.031
Si	-1.361	-4.004	20.514	0.026	-0.018	0.021
Si	1.322	-1.321	20.421	-0.018	0.014	0.002
Si	4.098	1.369	20.535	-0.005	-0.026	-0.036
Si	-9.435	4.026	20.302	0.054	0.012	0.053
Si	4.093	6.755	20.294	0.027	0.022	0.057
Si	-9.499	9.498	20.492	0.004	-0.006	-0.013
Si	4.12	-4.119	20.334	-0.024	0.048	0.03
Si	6.66	-1.289	20.249	-0.025	-0.037	0.021
Si	-6.641	1.289	20.301	-0.002	0.046	0.027
Si	-4.132	4.099	20.381	0.015	-0.01	0.034
Si	-6.822	6.787	20.508	0.003	-0.013	0.008
Si	-4.022	-6.796	20.268	-0.006	0.067	0.086
Si	-6.807	-4.053	20.282	-0.005	0.007	0.046
Si	-4.109	-1.343	20.504	-0.015	-0.032	0.011
Si	-2.675	0.079	21.743	-0.008	-0.032	0.058
Si	-0.09	2.648	21.569	-0.019	0.008	-0.015
Si	-2.777	5.371	21.831	0.013	-0.013	0.014
Si	0.036	8.083	21.872	-0.042	-0.007	-0.009
Si	-2.883	-5.336	21.73	-0.322	0.307	-0.392
Si	0.075	-2.682	21.924	-0.004	-0.02	0.085
Si	2.628	0.037	21.86	-0.023	0.031	0.067
Si	5.634	2.696	21.781	0.015	-0.011	0.046
Si	2.864	5.475	21.853	-0.03	-0.031	0.076
Si	5.435	8.028	21.732	0.038	-0.017	0.076
Si	2.701	-5.352	21.733	0.005	0.068	-0.007
Si	5.372	-2.66	21.677	-0.027	0.01	-0.016
Si	-8.149	-0.03	21.489	-0.027	-0.08	0.029
Si	-5.386	2.673	21.774	0.087	-0.032	-0.005
Si	-8.177	5.308	21.829	-0.014	0.045	0.045
Si	-5.397	-8.044	21.676	0.016	-0.054	0.029
Si	-8.144	-5.325	21.732	-0.014	-0.02	0.06
Si	-5.536	-2.761	21.804	0.022	0.019	0.085
Si	-1.165	-1.07	23.137	-0.139	-0.189	-0.746
Si	0.942	1.222	23.107	0.307	0.077	-0.717
Si	-1.724	3.564	22.958	-0.32	-0.058	-0.431
Si	1.99	7.391	22.965	0.129	0.048	-0.528
Si	-1.519	8.813	23.499	0.373	-0.355	-0.435
Si	1.936	-3.578	23.187	0.053	0.036	0.002
Si	5.274	-2.28	27.176	-0.006	-0.043	-0.107
Si	-8.785	1.738	22.894	-0.104	0.185	-0.508
Si	4.62	4.391	23.042	0.325	0.328	-0.49
Si	-9.978	6.247	23.054	-0.052	-0.065	-0.088
Si	3.66	-7.207	22.805	0.037	-0.035	-0.022
Si	7.149	-3.548	22.926	-0.029	-0.045	0.03
Si	-7.439	-1.85	22.804	-0.03	-0.206	-0.59
Si	-3.51	1.886	23.025	0.021	0.057	-0.045
Si	-7.192	3.495	23.059	-0.034	0.045	0.019
Si	-4.034	6.958	23.057	-0.05	-0.079	-0.662
Si	-6.306	-6.241	22.898	0.132	0.279	-0.552
Si	-4.616	-4.517	23.08	-0.04	-0.019	-0.012
Si	-3.858	-4.394	25.359	-0.173	-0.063	-0.641
Si	-6.406	3.6	1.521	0.014	-0.048	-0.016
Si	1.352	5.105	-4.423	0.256	-0.414	0.108
Si	-7.8	-6.593	25.554	0.043	-0.006	-0.092
Si	-1.077	-5.911	25.966	0.011	-0.077	-0.045
Si	-2.376	6.778	-1.179	-0.033	0.059	0.05
Si	3.634	-1.748	23.023	0.003	-0.036	0.034
Si	-6.607	3.19	25.382	-0.239	0.055	-0.67
Si	1.761	-3.156	-0.161	0.01	-0.039	0.072
Si	3.178	1.198	-2.229	-0.016	-0.01	0.098
Si	1.811	-6.801	-2.712	-0.021	-0.152	0.064
Si	-5.989	6.049	25.469	-0.011	0.113	-0.036
Si	4.868	-3.158	-4.18	-0.076	0.003	-0.072
Si	-10.335	-7.742	-4.278	0.029	0.028	0.065
Si	1.207	5.293	-1.503	-0.012	-0.01	0.071
Si	-9.748	-5.047	-5.929	-0.071	-0.134	-0.001
Si	1.987	6.092	25.595	-0.026	0.12	-0.05
Si	-1.189	5.865	-5.906	-0.08	0.048	0.004
Si	-0.239	-1.257	-4.194	0.065	-0.037	0.015
Si	-9.839	-4.3	25.072	0.157	0.277	-0.657
Si	-5.027	1.824	0.745	0.145	0.427	0.329
Si	-4.112	1.379	25.226	0.228	0.119	-0.515
Si	1.704	-4.508	25.384	0.08	0.243	-0.596
Si	-5.098	-1.853	-6.054	-0.012	-0.002	-0.035
Si	0.562	3.529	25.039	-0.072	-0.064	-0.068
Si	3.075	7.711	-5.013	0.017	-0.024	-0.022
Si	-5.651	-5.976	27.482	-0.073	0.006	-0.109
Si	-7.616	6.916	-4.67	0.053	0.064	-0.111
Si	2.23	2.93	-4.56	-0.271	0.457	0.011
Si	0.884	4.636	27.713	-0.029	-0.016	-0.105
Si	-9.257	1.197	-5.739	0.056	0.059	-0.066
Si	-5.143	-7.861	-4.043	-0.079	0.028	-0.076
Si	4.499	2.464	25.487	-0.023	-0.011	-0.005
Si	-1.168	-6.854	-2.043	-0.05	0.087	0.04
Si	-0.48	-5.138	0.481	0.064	-0.224	0.567
Si	-9.241	2.758	27.128	0.103	-0.072	0.04
Si	-10.632	-0.262	-3.458	0.059	0.074	0.035
Si	-5.979	-4.415	-0.151	0.129	0.024	0.135
Si	-2.994	-5.851	-4.292	-0.055	-0.067	0.094
Si	-5.764	0.434	-1.829	-0.07	0.066	-0.002
Si	3.647	-4.565	-1.846	0.063	-0.016	0.086
Si	-2.778	2.147	27.848	0.031	-0.095	0.059
Si	-9.059	6.946	25.09	-0.143	-0.172	-0.522
Si	4.062	-6.436	24.929	-0.11	-0.268	-0.634
Si	-2.962	-1.478	25.716	0.069	0.09	-0.107
Si	-6.522	2.009	-4.405	0.034	0.06	0.027
Si	-4.109	-2.139	-1.286	-0.021	-0.072	0.009
Si	-6.193	4.758	-3.172	0.034	0.047	-0.048
Si	-9.464	-7.456	-1.466	-0.165	-0.02	-0.037
Si	4.714	7.211	26.553	-0.068	0.024	-0.118
Si	-3.012	-2.795	-4.042	-0.046	-0.041	0.063
Si	2.174	-2.169	-5.563	-0.028	0.107	0.006
Si	-8.514	-0.37	24.997	0.056	0.113	-0.051
Si	-0.851	4.524	0.377	0.099	-0.093	0.694
Si	-1.366	1.353	9.519	-0.012	-0.01	0.018
Si	1.391	4.098	9.535	-0.008	-0.004	0.003
Si	-1.333	6.813	9.539	0.014	0	0.012
Si	1.367	-6.81	9.502	-0.01	-0.008	0.008
Si	-1.35	-4.102	9.514	-0.029	-0.013	0.004
Si	1.36	-1.375	9.519	0.006	0.004	0.006
Si	4.094	1.36	9.534	0	0.014	0.007
Si	-9.546	4.101	9.523	-0.006	-0.005	0.011
Si	4.084	6.814	9.49	0.019	0.014	0.005
Si	-9.529	9.512	9.476	-0.019	-0.021	0.002
Si	4.083	-4.115	9.509	-0.005	0.002	-0.004
Si	6.79	-1.365	9.536	0.017	0.01	0
Si	-6.806	1.362	9.56	0.011	-0.021	0.005
Si	-4.08	4.096	9.526	0.005	0.002	0.006
Si	-6.814	6.822	9.491	-0.01	-0.008	-0.002
Si	-4.098	-6.781	9.522	0.015	0.012	-0.001
Si	-6.825	-4.104	9.527	0.004	0.015	0.008
Si	-4.072	-1.368	9.552	-0.003	0.015	0.01
Si	-2.721	0.005	10.896	-0.017	0.005	-0.002
Si	0.013	2.72	10.866	0.007	0	0.002
Si	-2.701	5.441	10.881	0.024	-0.016	0.008
Si	0.012	-8.146	10.892	-0.03	0.012	0.009
Si	-2.728	-5.434	10.882	-0.011	0.02	0.013
Si	0.007	-2.739	10.878	0.01	-0.02	-0.008
Si	2.711	0.003	10.875	-0.01	0.036	0.006
Si	-10.875	2.722	10.894	0.018	-0.038	-0.001
Si	2.738	5.464	10.886	-0.011	-0.011	-0.008
Si	-10.874	8.16	10.86	0.018	0.007	0.007
Si	2.726	-5.463	10.876	0.019	-0.012	0.01
Si	5.423	-2.734	10.877	-0.019	0.021	-0.002
Si	-8.16	-0.017	10.899	0.007	-0.008	0.004
Si	-5.44	2.739	10.892	-0.014	0.011	0.003
Si	-8.172	5.464	10.867	-0.011	0.015	0
Si	-5.447	8.16	10.87	0.005	-0.019	0.003
Si	-8.188	-5.458	10.875	-0.005	0.005	-0.008
Si	-5.449	-2.74	10.882	0.015	-0.008	0.003
Si	-1.356	-1.369	12.233	-0.005	0.013	0.001
Si	1.364	1.367	12.239	-0.008	-0.02	0.006
Si	-1.343	4.079	12.236	-0.019	-0.014	0.002
Si	1.37	-9.509	12.252	0.005	0.012	-0.004
Si	-1.364	-6.797	12.241	0.013	-0.004	-0.003
Si	1.367	-4.095	12.237	-0.006	0.002	0.004
Si	4.066	-1.368	12.233	0.001	-0.009	0.001
Si	-9.517	1.357	12.245	0.007	0.017	0.01
Si	-12.239	4.088	12.245	0.005	0.003	-0.006
Si	-9.525	6.809	12.239	-0.008	0	0
Si	-12.234	9.507	12.24	-0.004	-0.008	-0.002
Si	6.786	-4.09	12.242	0.01	-0.001	0.002
Si	-6.802	-1.379	12.25	-0.001	0.012	0.001
Si	-4.079	1.37	12.247	0.01	0	0.007
Si	-6.807	4.102	12.232	0.001	-0.01	-0.002
Si	-4.074	6.806	12.229	0	0	0
Si	-6.814	9.512	12.233	-0.007	0.004	0.001
Si	-4.084	-4.085	12.245	0.006	0.002	0.002
Si	0.003	-0.002	13.584	0.002	0.005	-0.01
Si	2.718	2.733	13.606	0.003	0.006	-0.005
Si	0.005	5.446	13.605	0	-0.009	-0.001
Si	2.731	-8.161	13.618	0.008	0.006	0.004
Si	0.007	-5.451	13.598	-0.014	0.005	-0.009
Si	2.71	-2.724	13.605	-0.006	0.011	0
Si	5.437	-0.014	13.589	-0.009	0.003	-0.008
Si	-8.164	2.734	13.591	0.004	-0.014	0.003
Si	-10.883	5.449	13.602	0.013	-0.004	-0.001
Si	-8.167	8.16	13.607	0.005	-0.011	0.001
Si	-10.893	10.877	13.608	-0.01	-0.003	-0.004
Si	8.155	-2.74	13.608	0.004	0.008	0
Si	-5.446	0.003	13.592	0.002	-0.005	0.003
Si	-2.701	2.722	13.598	0.005	0.008	0.003
Si	-5.429	5.446	13.591	-0.004	-0.002	-0.003
Si	-2.723	8.165	13.604	0.01	0.007	-0.007
Si	-5.447	-5.452	13.592	0.005	-0.001	-0.011
Si	-2.718	-2.725	13.596	-0.017	-0.01	0.001
O	-0.939	-1.569	1.333	0.02	-0.186	0.076
O	3.733	4.319	0.458	0.087	0.122	0.564
O	-5.516	7.047	26.62	0.233	0.172	-0.079
O	-10.509	-7.358	-2.703	-0.396	0.074	0.125
O	-2.082	0.773	1.042	-0.608	-0.185	-0.112
O	-2.404	-5.061	25.617	0.104	-0.007	-0.112
O	2.283	-2.765	1.311	0.09	0.2	0.092
O	4.21	-1.262	2.251	-0.134	0.202	-0.224
O	2.693	2.143	1.377	-0.287	-0.132	-0.293
O	-10.163	5.763	1.048	-0.505	-0.141	-0.262
O	-6.552	6.472	0.172	0.192	-0.274	0.294
O	-10.024	-3.951	0.679	-0.523	0.132	-0.081
O	-4.792	4.942	-3.961	-0.047	-0.129	-0.43
O	-5.436	0.37	1.437	0.268	-0.338	-0.342
O	-7.902	-7.993	1.455	-0.052	0.351	-0.403
O	-1.982	-6.09	22.879	0.247	0.362	-0.123
O	-7.15	-0.186	-1.312	0.015	-0.06	0.057
O	2.24	2.146	-3.137	-0.285	-0.057	0.278
O	-1.953	-1.635	24.451	-0.254	-0.089	0.113
O	-8.184	-0.469	26.562	0.445	-0.085	-0.011
O	0.982	-2.295	-4.465	-0.133	-0.586	0.555
O	2.663	-5.827	25.508	-0.142	-0.261	0.126
O	3.546	6.206	26.04	0.208	-0.511	0.18
O	-9.979	-0.968	24.609	0.021	-0.488	-0.018
O	-0.077	0.052	23.649	0.059	0.084	0.319
O	2.498	6.218	-4.762	0.361	-0.196	0.085
O	3.766	3.12	-5.051	0.178	0.124	0.338
O	2.344	-8.005	1.252	-0.524	0.072	-0.156
O	-4.134	6.047	1.891	0.585	-0.042	-0.069
O	-3.153	2.177	26.276	0.145	0.478	-0.301
O	-1.123	-6.455	27.478	-0.563	-0.065	0.017
O	-4.137	-1.921	-4.783	-0.139	0.323	0.178
O	-4.913	-5.211	26.275	-0.131	-0.149	-0.212
O	-7.785	5.841	-5.862	0.051	-0.214	0.239
O	-0.893	3.838	24.376	-0.063	-0.041	0.098
O	2.486	-5.351	-2.636	-0.272	0.126	-0.405
O	3.778	6.868	-0.347	0.352	0.236	-0.202
O	-8.865	-7.776	25.327	-0.454	0.335	-0.188
O	0.965	-4.566	-0.013	0.477	-0.116	0.015
O	4.55	-7.669	25.845	0.27	0.06	0.33
O	-9.543	1.308	27.8	-0.329	-0.001	0.169
O	-0.087	-0.555	-2.751	-0.27	0.211	0.033
O	1.627	4.734	24.764	0.118	0.051	-0.73
O	-5.303	-4.983	1.206	0.027	-0.505	-0.067
O	-1.572	-3.945	0.353	-0.364	-0.205	-0.095
O	-5.306	1.635	-0.853	-0.042	0.404	-0.271
O	-10.394	-3.753	-5.227	0.242	0.293	0.017
O	-3.822	-2.839	25.832	-0.4	0.146	0.322
O	1.204	6.626	-0.563	-0.426	0.031	0.228
O	-10.155	-6.4	-5.153	-0.102	0.009	-0.105
O	-0.897	7.458	-5.919	0.558	0.122	0.199
O	-7.173	6.036	-3.383	-0.125	0.051	0.404
O	-6.253	-2.974	-5.882	0.011	-0.154	0.618
O	-5.265	-3.082	-0.684	-0.288	0.025	0.291
O	-1.488	7.892	-1.926	0.104	-0.227	-0.102
O	0.426	4.193	-0.604	0.256	-0.455	-0.012
O	4.735	-4.221	-2.974	0.368	-0.299	0.043
O	-10.373	2.96	26	0.124	0.431	-0.409
O	1.475	1.976	-5.646	-0.366	0.436	-0.563
O	-4.514	-6.421	-4.439	-0.271	0.435	-0.224
O	5.363	2.414	1.036	0.027	0.316	0.033
O	-7.53	-4.062	0.092	-0.256	-0.651	-0.102
O	-2.38	-6.106	-2.809	-0.385	0.001	0.107
O	-10.084	2.583	-5.731	0.258	0.486	0.162
O	-2.028	-6.571	-5.347	0.418	0.057	-0.058
O	0.601	5.467	-2.992	-0.287	0.214	-0.203
O	-1.607	-2.068	-4.276	0.061	-0.057	-0.01
O	1.048	6.054	26.918	-0.301	0.395	0.22
O	5.167	-5.245	24.951	-0.209	0.233	-0.265
O	-9.116	0.698	0.181	0.443	0.262	-0.074
O	-0.976	-6.289	-0.541	-0.108	-0.293	0.096
O	-6.88	3.428	-3.747	-0.593	0.071	-0.274
O	2.292	-0.035	-1.68	0.199	-0.271	-0.041
O	-9.529	-0.011	-2.311	0.108	0.196	-0.014
O	-7.32	-1.227	24.329	0.421	-0.231	0.535
O	-5.079	6.355	24.163	-0.231	-0.293	0.057
O	-6.672	-6.746	24.414	0.223	-0.359	0.14
O	0.188	-4.94	25.725	-0.199	0.287	-0.054
O	-2.823	7.848	23.727	0.18	0.143	0.134
O	-5.899	-5.576	-1.264	0.155	0.155	-0.311
O	2.35	-7.61	-3.982	0.026	-0.136	0.076
O	1.217	2.168	24.432	0.146	0.061	0.53
O	-10.118	0.093	-4.944	-0.269	-0.266	-0.184
O	-5.759	4.5	25.875	0.219	0.033	0.248
O	3.492	-2.842	-4.957	-0.072	-0.261	-0.142
O	3.451	2.419	26.719	-0.147	-0.494	-0.07
O	3.771	2.064	-1.006	0.094	-0.069	-0.279
O	-7.888	1.369	-4.942	0.044	-0.07	0.34
O	4.384	0.618	-3.118	-0.143	0.155	-0.253
O	-5.933	4.62	-1.584	0.545	-0.1	0.054
O	-5.877	1.02	-3.315	0.258	-0.254	0.013
O	-3.001	5.817	-2.302	-0.078	-0.574	0.292
O	-7.797	2.956	26.458	-0.01	-0.123	0.183
O	4.532	0.969	24.83	-0.358	-0.015	-0.273
O	-8.022	-6.994	-2.042	-0.032	0.268	-0.803
O	-10.103	-3.226	26.257	0.464	-0.085	0.2
O	-5.653	1.865	25.458	-0.133	-0.223	0.313
O	-8.559	-5.182	25.511	0.493	0.046	0.01
O	4.102	3.584	24.387	-0.338	-0.024	0.02
O	-3.063	-1.821	-0.112	-0.183	0.57	0.287
O	-8.417	4.881	-0.754	-0.366	-0.715	-0.286
O	-8.62	1.158	24.453	0.231	0.468	0.381
O	-3.971	-0.222	25.514	-0.643	-0.141	-0.181
O	0.099	0.36	-0.281	0.426	0.388	-0.185
O	5.374	-1.825	-3.463	0.191	-0.017	0.141
O	-1.926	3.315	0.144	-0.178	-0.208	-0.509
O	-4.685	-0.754	-1.841	0.238	0.206	-0.29
O	-9.814	-6.504	-0.214	0.347	-0.186	0.241
O	-7.042	-6.643	26.972	-0.34	-0.392	0.466
O	-6.432	8.016	-4.94	0.064	0.219	-0.089
O	-5.257	-7.966	1.45	0.009	0.368	0.177
O	-8.962	-1.852	-0.438	-0.23	-0.092	-0.324
O	-0.942	-7.189	24.977	0.262	-0.498	0.31
O	-2.337	5.449	-4.847	-0.064	-0.23	0.145
O	-1.486	5.903	-0.172	-0.115	0.212	0.064
O	2.166	-3.458	26.53	-0.174	0.624	-0.09
O	2.255	-7.491	-1.327	-0.187	0.122	0.22
O	1.654	7.305	24.59	-0.359	0.257	0.245
O	0.371	3.497	26.653	-0.096	-0.52	0.185
O	-9.027	7.645	-4.439	0.12	0.204	0.021
O	4.676	7.763	-4.76	0.173	-0.404	0.051
O	2.765	4.93	-1.83	0.152	-0.433	-0.284
O	-3.93	7.407	-4.199	0.209	0.197	-0.221
O	0.793	-2.056	-0.808	-0.31	-0.16	-0.14
O	-3.348	-2.902	-2.475	0.22	-0.662	0.308
O	0.212	-6.664	-2.853	0.135	0.127	-0.224
O	-7.593	6.249	25.245	-0.004	-0.407	-0.235
O	-10.17	6.525	26.214	0.077	-0.322	0.607
O	-2.096	-1.279	27.061	0.221	-0.454	0.095
O	-3.502	7.493	-0.264	-0.296	0.541	-0.554
O	-8.138	-4.857	-5.923	0.367	-0.1	0.214
O	5.427	5.197	-1.403	0.057	-0.453	-0.821
O	2.332	-0.571	-5.876	0.411	0.32	0.137
O	4.306	-5.327	-0.582	-0.173	-0.183	0.129
O	-0.177	-0.096	-5.327	-0.587	0.326	-0.109
O	-5.58	-7.846	-2.489	0.083	-0.184	0.288
O	0.197	5.142	-5.549	0.002	-0.112	-0.458
O	-3	-4.285	-4.639	-0.091	-0.232	-0.227
O	-5.511	2.173	-5.659	0.219	0.472	-0.194
O	2.991	-3.245	-1.197	0.191	0.525	-0.3
O	4.362	-1.301	26.245	-0.717	0.156	0.262
O	-9.375	7.337	-0.95	0.055	-0.035	0.023

Results
total energy: -100778.676 eV
total energy less fixed offsets of O -438.25, Si -107.07 eV per atom: -1.976 eV
